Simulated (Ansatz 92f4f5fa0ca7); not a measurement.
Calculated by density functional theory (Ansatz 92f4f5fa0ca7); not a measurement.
Periodic cell of 220 atoms, Si132O88, from a study of silicon, its oxide and their interface. The atomic structure is a simulated model.
This geometry differs little from another in the collection (a relaxation step or a small displacement).

Settings: functional r2SCAN; potential files Ansatz PAW; basis plane waves; wave-function cutoff 800 eV; density cutoff ratio 5; exchange-correlation grid ratio 1; k mesh 1 x 1 x 1, shifted by 0.5 0.5 0 of a step; self-consistency stop 1e-10 eV per atom in the density residual; occupations fixed; spin none; net charge 0.

Cell vectors (angstrom)
a 10.88 0 0
b 0 10.88 0
c 0 0 32.0818

Atoms and the computed forces on them: element, x, y, z (angstrom), force x, y, z (eV/angstrom)
Si 0.1425 -0.1357 -0.4718 -0.0043 0.004 -0.0809
Si 2.7247 2.579 0.1366 -0.0004 0.0048 -0.0354
Si 0.9221 4.867 -0.8662 0.0083 0.0088 -0.0413
Si 2.4894 8.6469 -0.065 0.0075 -0.0008 -0.0548
Si 4.9473 0.4669 -0.1747 0.0088 -0.0125 -0.0519
Si 9.4922 4.7419 -0.6528 -0.0072 -0.0098 -0.054
Si 5.3 5.2036 -0.1757 0.0075 -0.0117 -0.0671
Si 8.1561 7.669 -0.1198 -0.01 -0.0022 -0.0509
Si 1.1357 1.3076 1.2148 0.0005 0.0032 0.0098
Si 4.0643 4.0125 1.4026 -0.0037 0.0016 0.0083
Si 1.5604 6.9301 1.358 -0.0038 -0.0098 -0.0008
Si 4.0178 9.7803 1.3272 0.0023 0.0006 0.005
Si 7.1659 1.8153 1.4514 -0.0005 0.0017 -0.0106
Si 8.9005 3.6666 1.3836 -0.0036 -0.0071 0.0086
Si 6.5635 6.6986 1.2428 -0.0004 0.0018 0.011
Si 9.4868 9.4202 0.9267 0.0019 0.0033 0.0079
Si -0.1335 2.7529 2.5633 -0.0018 0.0004 -0.0013
Si 2.5582 0.0745 2.6889 0.001 0.0018 0.0048
Si -0.044 8.1946 2.5189 -0.004 0.0005 0.0041
Si 2.8408 5.5333 2.7279 -0.0022 -0.006 0.0014
Si 5.4706 2.7582 2.787 0.0011 0.0022 -0.0004
Si 8.2512 -0.0188 2.474 -0.0001 -0.0022 0.0001
Si 5.375 8.2505 2.5605 0.0028 -0.0025 0.0011
Si 7.9639 5.3968 2.6655 -0.0022 -0.0015 -0.0017
Si 1.321 4.1289 3.894 0.0017 0.0021 0.0005
Si 4.0267 1.3711 4.0095 -0.0034 -0.0009 0.0006
Si 1.3017 9.494 3.9902 0.0022 -0.0023 0.0017
Si 4.153 6.8866 4.0619 0.0022 0.0018 0.0005
Si 6.7526 4.1149 4.1682 0.002 0.0002 -0.0009
Si 9.5462 1.3091 3.9697 0.0017 -0.0012 0
Si 6.8232 9.5634 3.8708 -0.0009 0.0012 0.0003
Si 9.4697 6.792 3.871 0.0018 0.0009 0.0004
Si 0.0084 -0.0056 5.3585 -0.0005 0 0.0002
Si 2.6846 2.7825 5.3074 0.0007 0.0016 -0.0006
Si -0.035 5.4536 5.2818 0.0005 -0.0004 -0.0008
Si 2.7005 8.1747 5.3623 -0.002 0.0012 -0.0003
Si 5.4428 -0.0113 5.3001 0.0012 -0.0015 -0.0016
Si 8.1772 2.6729 5.3558 -0.0014 0.0004 -0.0018
Si 5.4442 5.5106 5.4527 -0.0006 -0.0009 -0.0009
Si 8.1557 8.1727 5.2586 0.0001 -0.0008 -0.0002
Si 1.3801 1.3748 6.6744 0.0007 -0.0012 0.0002
Si 4.0645 4.0986 6.6971 0 0.0002 -0.0006
Si 1.3507 6.7739 6.6798 0.0015 -0.0005 -0.0007
Si 4.1039 9.5223 6.6981 0.0011 0.0004 -0.0013
Si 6.8059 1.3277 6.6983 0.0009 0.0002 -0.0006
Si 9.5449 4.0614 6.6865 0.0007 0.0001 -0.0004
Si 6.8591 6.8393 6.7184 0.0008 -0.0001 -0.0001
Si 9.5244 9.4955 6.6569 0.0009 0.0009 0
Si 0.042 2.7153 8.0551 0 0.0016 0.0002
Si 2.7517 0.0344 8.0353 -0.0004 0.0001 0.0002
Si 0.0087 8.1502 8.0284 0.0009 -0.0007 -0.0001
Si 2.7388 5.4387 8.0543 -0.0008 -0.0002 -0.0003
Si 5.4444 2.7158 8.0271 0.0001 0.0006 -0.0003
Si 8.2044 -0.0329 8.035 0 -0.0017 0.0003
Si 5.4846 8.1715 8.0616 0.0008 0.0018 -0.0006
Si 8.1853 5.4273 8.0495 -0.0006 0.0003 -0.0001
Si 1.4471 4.0388 9.4053 0.0011 0.0009 0.0007
Si 4.1146 1.3661 9.4152 0 -0.0006 0.0005
Si 1.3987 9.5197 9.3641 -0.0006 -0.0008 -0.0012
Si 4.1304 6.7882 9.3982 0.0003 -0.0019 -0.0001
Si 6.8101 4.0553 9.398 0.0006 -0.0002 -0.0011
Si 9.5747 1.3228 9.4006 -0.0006 -0.0011 -0.0015
Si 6.8741 9.5024 9.4085 -0.0005 0.0014 0.0009
Si 9.5565 6.7745 9.3939 0.0012 -0.001 0.0011
Si 0.0928 -0.0144 10.7858 0.0025 0.0013 -0.0001
Si 2.8007 2.7149 10.8379 -0.0026 0.0022 0.0005
Si 0.0865 5.4157 10.6798 0.0022 -0.0011 0.0005
Si 2.7866 8.1839 10.714 -0.0005 0.0012 0.002
Si 5.5111 -0.0059 10.7099 0.0014 -0.0054 0.0018
Si 8.1764 2.6641 10.7271 0.0009 0.0017 0.0011
Si 5.4592 5.4094 10.7856 -0.0009 -0.0007 0.0002
Si 8.2171 8.1278 10.7843 -0.0022 -0.0002 0.0003
Si 1.5288 1.2714 12.1991 -0.0012 -0.0015 -0.0013
Si 4.1099 4.1065 12.2429 -0.0004 0 0.0012
Si 1.4021 6.8205 12.0162 -0.004 -0.001 0.0043
Si 4.2372 9.4757 12.0601 0.0063 0.0042 0.0023
Si 6.7903 1.3396 12.1286 -0.0031 0.0022 0.0043
Si 9.6696 3.9701 11.9661 -0.0021 -0.0061 -0.0003
Si 6.8835 6.7134 12.1267 -0.0009 0.0007 0.0002
Si 9.5898 9.5117 12.1283 0.0011 -0.0039 0.0015
Si -0.022 2.5158 13.4204 0.0075 0.0099 -0.0141
Si 3.0135 -0.0617 13.5242 -0.0043 -0.0088 0.0029
Si 0.1088 8.1647 13.4437 0.0031 0.0043 0.002
Si 2.6494 5.5232 13.5086 0.0026 -0.0011 0.0102
Si 5.623 2.8499 13.5671 0.0024 0.0018 -0.0063
Si 8.1336 -0.0885 13.4421 -0.0007 -0.0056 0.0004
Si 5.4968 8.0511 13.464 0.0024 0.0016 0.0057
Si 8.4166 5.3706 13.3153 -0.0005 0.0013 0.0016
Si 0.8683 4.953 14.9938 -0.0009 0.0144 -0.0725
Si 4.4057 0.7187 15.3577 0.0131 -0.0103 -0.0796
Si 1.7708 9.2889 14.6759 0.0103 -0.0046 -0.0545
Si 3.8488 7.0169 14.7836 -0.0118 0.0043 -0.0531
Si 7.3888 3.8665 14.7286 0.0061 -0.0027 -0.0476
Si 9.3266 1.4024 14.7488 -0.003 0.0021 -0.0185
Si 6.7218 9.5007 14.8005 -0.0089 0.0099 -0.0533
Si 9.9519 6.4695 14.6557 0.0003 -0.0194 -0.0312
Si -4.4919 9.5025 29.9589 0.003 0.0023 -0.0732
Si -1.4775 -2.6824 19.8896 -0.0027 -0.0048 -0.0766
Si 5.741 5.5382 16.8509 -0.0028 -0.0059 -0.0807
Si 8.7512 8.2625 16.7781 -0.0015 -0.0008 -0.0886
Si 5.0721 -2.81 22.5849 0.0031 -0.0045 -0.0824
Si -1.9061 -0.543 24.6656 -0.0024 0 -0.0785
Si -0.3488 10.8212 16.2463 0.0078 -0.0075 -0.0678
Si 8.5267 -0.3279 21.629 0.0013 -0.0007 -0.0721
Si 4.1331 4.0067 18.943 -0.0016 0.0036 -0.067
Si 5.2295 15.5882 25.831 -0.0024 -0.0108 -0.0667
Si 0.8427 1.338 18.6275 0.009 -0.0112 -0.0729
Si 3.7631 -4.606 20.5803 0.0003 -0.0129 -0.0663
Si 1.8727 2.2987 23.5573 -0.0139 0.0078 -0.0654
Si -4.9583 7.3054 19.0933 0.0033 -0.0029 -0.0766
Si 4.5411 8.39 25.6971 -0.0028 0.0088 -0.075
Si 1.2196 -6.4913 18.0345 0.0161 0.0116 -0.0868
Si 7.3616 6.5921 21.5177 0.0005 0.0136 -0.0728
Si -7.033 0.9381 18.5362 -0.0188 0.0104 -0.0773
Si -12.2947 8.8349 27.059 0.0032 -0.0034 -0.0598
Si 0.051 -6.4439 22.6816 0.0006 0.0107 -0.0593
Si -1.1722 -6.5214 24.6402 -0.0047 -0.0093 -0.0618
Si 0.6534 6.2552 20.3578 0.0076 -0.0028 -0.0669
Si 5.7189 -0.8986 20.4207 -0.0054 0.003 -0.0678
Si 10.6272 1.7967 21.5198 -0.001 -0.005 -0.0773
Si -3.59 1.1052 28.5046 -0.0016 -0.0032 -0.0694
Si 2.779 6.404 26.9428 -0.0011 -0.0007 -0.0699
Si 0.0315 1.7445 25.8137 0.0051 0.0133 -0.0738
Si 6.8574 4.4055 23.5613 0.0101 0.007 -0.066
Si 4.8894 2.3484 24.091 -0.0069 0.0047 -0.0587
Si 6.0736 0.1266 25.7988 -0.002 -0.0066 -0.0696
Si 7.6267 5.0461 27.9695 -0.0082 0.0065 -0.0513
Si -0.6509 11.483 28.5121 -0.0001 0.0009 -0.0873
Si 10.4447 5.9992 26.877 -0.0005 -0.0019 -0.0635
Si 7.2641 3.7454 29.8172 -0.004 -0.0129 -0.0651
Si 6.6026 7.8391 27.6855 0.0013 -0.0087 -0.0651
Si 13.9805 6.5721 30.0138 0.0024 0.0003 -0.091
O -0.1921 0.5399 -1.981 0.012 -0.0119 0.0786
O 1.3452 -1.2246 -0.681 0.0043 -0.0005 0.0326
O 9.2662 5.0865 -4.4528 -0.0205 -0.0051 0.0316
O -0.6525 7.4844 -4.6427 0.0025 0.003 0.0226
O 1.2246 5.8433 -5.1378 0.0053 0.0015 0.0223
O -3.5781 8.4919 -1.2585 0.0208 -0.0177 0.0494
O -5.1623 19.5329 -3.3218 0.0011 0.0127 0.0436
O -3.5138 10.6263 -2.7247 -0.0053 -0.0119 0.0305
O 5.2054 -0.5821 -1.3867 -0.0171 0.0123 0.0375
O 3.7928 1.5493 -0.6124 -0.0088 0.0048 0.0278
O 1.8645 3.5287 -0.9096 0.0072 -0.0096 0.0207
O 8.7912 3.7046 -1.707 0.0269 0.0099 0.0483
O 6.3698 4.3154 -1.0322 -0.0152 0.0161 0.0504
O 11.7735 5.6191 0.5851 0.0063 0.0149 0.0299
O 8.9652 6.3381 -0.7438 -0.0028 0.0083 0.0265
O 7.1988 17.4232 -3.6776 -0.001 -0.001 0.0243
O -1.1162 -1.4642 16.3157 -0.0069 0.0013 0.0405
O -7.4148 -8.7454 23.3465 0.0093 -0.0007 0.0261
O 4.0226 0.8291 16.9287 -0.0089 0.0095 0.0724
O -2.5283 2.6495 15.3226 0.0031 -0.0016 0.0246
O 0.6584 14.2494 14.6646 -0.0036 0.0001 0.0321
O -3.9062 10.7108 21.1584 0.0126 0.0044 0.0252
O 4.4978 6.1173 15.9895 0.021 -0.016 0.0471
O 7.3525 8.7431 16.1033 0.0178 -0.014 0.0402
O 6.8382 4.7972 15.9486 -0.0147 0.0158 0.0494
O 5.3244 4.4634 17.9696 -0.0162 -0.0113 0.0423
O 11.8212 5.0862 16.611 0.0066 -0.0243 0.0871
O 4.8101 2.2124 14.8666 -0.0011 -0.0086 0.0259
O 5.6847 10.6117 15.3826 -0.0072 0.0179 0.0389
O 8.7715 8.1245 18.3915 0.0087 -0.0029 0.0671
O 9.2644 6.8836 16.1037 -0.0105 0.0191 0.0438
O 8.7357 -3.6814 20.9752 -0.0102 -0.0099 0.0313
O 2.7978 -2.7082 15.3634 0.0005 -0.0015 0.0356
O -9.9845 2.8134 17.975 0.0094 -0.0017 0.0295
O 4.3275 -3.7328 19.3173 -0.0036 -0.0005 0.0354
O 11.8224 1.4047 22.5554 0.0152 0.0035 0.0349
O 12.0189 10.3648 15.7494 -0.0209 0.0089 0.0493
O -1.0166 0.7827 25.0004 0.0073 0.0023 0.0294
O 17.2275 -2.0636 19.4637 -0.0015 0.0083 0.0281
O 4.76 3.203 25.4533 0.0002 0.0079 0.0313
O 8.8122 -0.948 23.1053 0.0017 -0.0013 0.0567
O 2.7943 4.5502 18.2509 -0.0055 -0.0067 0.0364
O 1.4708 1.806 25.0534 -0.0099 -0.0089 0.0401
O 6.5353 6.2741 20.1743 0.0109 -0.0041 0.0398
O -15.9095 16.2173 24.4468 -0.0129 0.0003 0.0395
O -1.6952 1.1327 21.753 0.0028 -0.0049 0.0255
O 4.6359 -2.5196 24.0901 -0.0063 0.0055 0.0636
O 10.6889 0.4884 17.7438 0.0174 0.0156 0.0508
O 7.4723 10.4649 25.2254 -0.0084 0.0058 0.0351
O -8.6739 -4.3727 20.5154 -0.0077 -0.0015 0.022
O 4.8098 10.8766 19.4327 0.0126 -0.016 0.0328
O -1.5886 -12.0712 20.4891 -0.0053 0.009 0.0333
O 11.032 -5.0655 21.8402 -0.0091 -0.0203 0.0464
O -0.5727 3.2451 25.6771 0.0001 -0.0081 0.0354
O -4.5081 6.8201 17.6278 -0.0058 0.0108 0.0431
O 4.1698 2.4194 19.0807 -0.0039 0.0042 0.0215
O 8.135 3.9839 24.4668 0.0017 -0.0005 0.0296
O 4.1794 4.7104 20.4021 0.0041 0.0135 0.0308
O 4.8012 9.3429 21.6042 -0.0043 -0.0096 0.0374
O -1.171 -1.7305 25.4888 0.0019 -0.0097 0.0381
O 6.6537 7.7065 22.4633 -0.0046 0.0002 0.0297
O 0.0392 -3.22 19.8456 0.0046 -0.0062 0.0271
O 0.3941 -5.7668 19.2236 -0.002 0.011 0.0344
O -0.5155 3.3774 21.5927 -0.0011 0.0051 0.0386
O -7.8052 7.8219 26.1496 -0.0056 -0.0107 0.0282
O 5.9848 13.9779 23.1322 -0.0034 -0.0026 0.0284
O 11.1841 1.304 27.3678 -0.0068 -0.0114 0.0491
O 0.2258 -9.5032 20.0771 -0.0088 0.0083 0.0509
O -0.8767 -5.0655 25.3245 0.0038 0.0155 0.0488
O 5.4432 0.9228 24.5543 0.0075 -0.0119 0.0281
O 4.2677 6.7895 22.0197 0.0072 0.011 0.0419
O 12.3823 14.7401 23.2227 0.0062 -0.0066 0.0285
O 8.8548 1.4428 28.2584 -0.0057 0.0014 0.0263
O -3.0102 -2.1513 27.2589 -0.0046 -0.0039 0.0285
O 6.4162 11.8439 27.1476 0.0091 0.0103 0.0511
O 3.8241 5.3502 26.2925 -0.0096 0.008 0.0284
O 13.1629 0.6231 18.7636 -0.001 -0.0022 0.0222
O 4.2673 -5.1371 30.7583 0.0097 -0.0096 0.0497
O 4.9542 -0.9956 26.1718 0.003 -0.0028 0.023
O 3.1577 8.0466 30.655 -0.0058 0.0115 0.0409
O 1.6267 5.9131 30.192 -0.0176 -0.0139 0.0327
O -11.7121 -0.9302 28.0531 0.0019 0.0135 0.0336
O 5.6876 -3.4241 26.4018 0.0107 -0.0015 0.0323
O 6.3597 1.2516 32.187 0.0027 0.003 0.0247
O 6.6663 2.299 29.3929 -0.0005 0.0105 0.0303
O 7.4894 -5.6737 22.3139 -0.0044 -0.02 0.0383
O 6.4988 15.5092 26.8475 0.0289 0.0017 0.0492
O 3.3302 6.6383 28.4366 0.0034 -0.0037 0.0662

Results
free energy: -134618.202 eV
free energy less fixed offsets of O -570.45, Si -639.56 eV per atom: 3.318 eV

The program warned: the cutoff lies below the one the program advises for these potential files; the forces do not sum to zero within the program's tolerance; empty levels may hold ghost states of the PAW files; the exchange-correlation potential is rough where the density is thin.
